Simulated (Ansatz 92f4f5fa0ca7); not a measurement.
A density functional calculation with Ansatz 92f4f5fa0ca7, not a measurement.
Periodic cell of 178 atoms, Si99O79, from a study of silicon, its oxide and their interface. The atomic structure is a simulated model.

Settings
functional: PBE
potential files: Ansatz PAW
basis: plane waves
wave-function cutoff: 700 eV
density cutoff ratio: 5
exchange-correlation grid ratio: 2
k mesh: 2 x 2 x 1, shifted by 0.5 0.5 0.5 of a step
self-consistency stop: 5e-08 eV per atom in the density residual
occupations: Fermi-Dirac, 0.05 eV
spin: none
net charge: 0

Cell vectors (angstrom)
a  11.5983  0  0
b  0  11.5983  0
c  -3.9932  -1.8122  23.2295

Atoms: element, x, y, z (angstrom)
Si  8.5711  7.1342  -0.9727
Si  0.8262  2.1335  2.2198
Si  7.6084  2.0306  2.3185
Si  3.935  4.7259  -3.1196
Si  -0.0025  0.4411  -2.0986
Si  4.4799  2.6424  -0.9066
Si  8.1818  7.2203  -3.2765
Si  5.7216  3.5579  1.6973
Si  11.3997  5.8155  -0.3874
Si  3.0566  10.633  1.8186
Si  0.6886  -1.374  1.5966
Si  6.6649  6.4625  1.1107
Si  4.0226  7.9086  0.9159
Si  7.1323  1.7486  -2.0849
Si  8.9491  9.4216  1.1719
Si  10.2641  11.1612  0.3587
Si  11.2733  2.5818  0.1383
Si  11.5443  7.9724  2.0015
Si  3.9558  -1.3494  3.9853
Si  4.0751  2.9465  3.3394
Si  3.9706  7.8565  3.9982
Si  7.7363  -0.3014  3.3834
Si  7.9508  3.8366  3.8311
Si  7.8106  6.3519  3.8036
Si  11.8787  -0.075  3.517
Si  11.9556  4.0366  3.6544
Si  11.8259  6.632  3.8839
Si  2.0943  -0.5278  5.1283
Si  2.2501  3.4583  4.8965
Si  2.0457  7.3385  5.2353
Si  6.0248  -0.7346  5.0525
Si  5.8705  3.1798  4.905
Si  5.942  7.029  5.1196
Si  9.7613  -0.428  4.7021
Si  10.0406  3.4578  4.8659
Si  9.7624  7.0982  4.9402
Si  2.031  9.2416  6.6855
Si  2.2057  1.4802  6.3227
Si  2.1269  5.3165  6.368
Si  6.1033  8.8891  6.6483
Si  5.9871  1.3367  6.3973
Si  5.7787  5.071  6.4196
Si  9.8237  9.1566  6.1738
Si  9.9539  1.4815  6.0934
Si  9.6748  5.2236  6.3482
Si  4.0798  9.0824  8.1392
Si  4.0393  1.4786  7.8138
Si  3.9129  5.2759  7.8086
Si  8.1911  8.8469  7.9018
Si  8.068  2.0345  7.3902
Si  7.8027  4.4423  7.5712
Si  11.5566  9.2943  7.8167
Si  11.8168  1.4317  7.5972
Si  11.6462  5.4097  7.5509
Si  4.7213  -0.307  9.1665
Si  5.5093  0.5833  12.172
Si  4.6114  5.2901  11.0794
Si  9.053  1.0391  9.3388
Si  7.9298  -1.2257  11.6056
Si  9.114  7.2867  9.6976
Si  11.07  -0.3243  9.0745
Si  11.4978  3.438  8.7121
Si  11.3993  7.2633  9.0344
Si  3.7346  6.9395  9.4263
Si  3.7338  3.3941  9.1397
Si  6.8519  5.4858  11.6256
Si  7.7643  -0.8781  9.2937
Si  9.744  3.1846  10.2654
Si  8.2924  5.0487  9.7975
Si  10.9682  -0.919  12.1746
Si  1.6607  3.9481  10.0934
Si  1.5785  6.4074  10.3169
Si  9.9613  5.052  21.6894
Si  8.3173  8.0735  11.8348
Si  6.44  7.4362  16.6329
Si  9.7856  8.426  13.6139
Si  3.7369  9.3016  19.0495
Si  5.3165  4.9978  15.5819
Si  3.4788  11.8945  14.5306
Si  11.3936  0.8411  15.732
Si  9.5732  2.1071  17.7112
Si  7.8612  3.7603  16.0175
Si  0.6217  0.4397  13.5931
Si  2.0431  5.5595  12.9671
Si  5.2851  10.4399  16.7161
Si  2.3739  5.2486  15.9546
Si  2.2997  2.3299  16.4216
Si  8.6513  7.5739  20.3105
Si  -0.974  7.3204  17.9585
Si  6.5974  3.2285  13.5456
Si  3.0463  2.5894  19.3873
Si  -0.9039  -0.3669  24.8823
Si  5.8526  6.9129  18.9738
Si  7.7805  11.1772  18.1266
Si  5.1219  -0.1669  23.7566
Si  9.3061  6.318  15.687
Si  1.8572  6.9803  18.5252
Si  9.9455  -1.8191  16.3649
Si  0.5936  3.1745  12.0336
O  3.8367  9.5382  0.7758
O  11.7802  6.7878  0.8579
O  5.5478  1.6787  -1.6607
O  -1.2354  -0.3186  -1.3277
O  4.1362  0.0452  22.4161
O  -0.5621  0.0213  23.2662
O  7.147  7.0114  20.0276
O  5.998  5.1796  1.857
O  3.391  6.1677  -2.5925
O  3.6867  3.5623  -1.9981
O  8.452  8.5706  -0.1631
O  3.6628  7.3509  2.4118
O  3.4165  1.2297  20.1882
O  7.7722  10.124  2.1122
O  9.943  8.4607  2.0771
O  4.8051  3.7471  10.3942
O  9.358  -0.5153  12.1101
O  7.4268  4.3227  12.6676
O  7.0697  7.0167  12.2355
O  6.297  -0.4115  8.6574
O  6.6416  -0.5708  12.4186
O  6.468  11.485  17.1874
O  10.0484  6.4381  -1.0431
O  7.5929  7.0866  2.3059
O  8.7496  9.0517  21.0272
O  5.572  7.5423  0.5897
O  11.9459  1.7839  -1.1951
O  5.3509  3.5989  0.0834
O  11.2148  4.2349  -0.0288
O  2.7047  6.0714  19.5699
O  8.1291  5.58  -3.5428
O  9.3548  7.6811  18.8655
O  1.4964  6.7559  11.9804
O  7.3916  0.3424  -2.8422
O  6.1775  2.0331  12.5359
O  10.3035  6.0554  16.966
O  1.6241  3.792  16.0652
O  11.5996  -0.7315  10.6425
O  8.6847  -1.5266  17.3451
O  11.0257  9.1115  12.7422
O  3.4653  5.0939  12.2841
O  5.3569  4.1008  14.2163
O  5.5948  6.6063  15.4566
O  5.5188  4.8804  -3.4585
O  0.2849  7.0212  18.9423
O  4.869  0.3768  10.682
O  -1.048  3.1186  11.755
O  5.9815  8.9997  16.3967
O  1.0815  1.2853  16.6512
O  2.2942  6.0004  14.517
O  4.4436  10.951  15.4333
O  1.0654  1.7601  12.7062
O  10.8602  -3.0302  16.9461
O  4.9298  8.244  19.3452
O  8.6581  4.077  21.7856
O  4.1886  10.3555  17.9083
O  2.0007  11.2813  14.1745
O  10.9978  -0.6011  16.3583
O  9.4251  9.4999  14.8339
O  7.5781  6.0621  -0.1877
O  6.4844  4.4446  16.5789
O  2.4135  8.5069  18.5108
O  7.4834  2.6734  14.8311
O  8.706  12.4918  18.3511
O  8.5268  3.3084  17.4237
O  3.1258  4.34  -4.4759
O  10.0801  7.0046  14.4103
O  3.9032  4.8222  16.3293
O  10.1592  1.8237  16.2064
O  7.2618  10.6652  19.5901
O  1.8758  6.3406  17.032
O  3.0844  7.0654  -0.1062
O  3.2807  1.7679  15.2393
O  9.4985  6.526  21.2056
O  0.9234  4.3684  13.1091
O  3.1506  2.3241  17.7928
O  4.2337  0.4435  13.1238
O  8.7915  4.8494  15.2402
O  8.0327  7.2369  16.1931

Results
free energy: -107864.576 eV
free energy less fixed offsets of O -569.03, Si -635.61 eV per atom: 14.184 eV
pressure: -0.29 GPa
stress xx, yy, zz, yz, xz, xy (GPa, positive in tension): -0.5, 1.35, 0, 0.34, -0.01, -1.13

Forces (eV/angstrom), in the order of the atoms: element, x, y, z
Si  -0.2407  -0.024  -0.2932
Si  -0.2853  -0.3336  -0.0993
Si  -0.175  0.0982  -0.0064
Si  -0.0323  0.0522  -0.1835
Si  -0.0001  0.1102  -0.0161
Si  0.1159  0.3159  -0.0609
Si  -0.2079  -0.0862  -0.0282
Si  -0.6805  0.2559  -0.4072
Si  0.3076  -0.0189  -0.3889
Si  0.1538  -0.2794  -0.5478
Si  0.0368  0.1196  -0.051
Si  0.1145  -0.004  -0.2067
Si  -0.0882  0.0661  -0.1994
Si  -0.1444  0.0026  -0.062
Si  0.2519  -0.1054  -0.3466
Si  0.3378  -0.3742  -0.0808
Si  -0.3857  0.0557  0.195
Si  -0.2941  -0.0507  -0.3226
Si  0.1896  0.0361  -0.0635
Si  0.1896  -0.116  -0.1741
Si  -0.2183  -0.1858  -0.3331
Si  0.0752  -0.2266  -0.3783
Si  0.2047  -0.134  0.3782
Si  0.2825  0.4299  -0.2456
Si  -0.0219  0.1247  0.2076
Si  -0.0054  0.1729  -0.1719
Si  0.1673  -0.3028  0.1072
Si  -0.2565  -0.0087  0.0775
Si  0.1358  0.0491  0.1458
Si  -0.0227  -0.1309  0.1017
Si  -0.081  0.1209  0.4444
Si  0.2434  -0.0975  0.5337
Si  -0.0227  0.0484  0.2878
Si  0.2692  0.0328  0.0747
Si  -0.1675  0.1542  0.0359
Si  -0.3124  -0.2735  0.0204
Si  -0.0855  0.1474  0.2672
Si  0.0591  0.2216  -0.048
Si  0.0411  -0.0301  0.0796
Si  -0.083  0.1278  -0.1655
Si  0.365  0.0846  -0.2824
Si  -0.1477  -0.2182  -0.1294
Si  0.0009  0.1055  -0.2013
Si  -0.1432  -0.0804  -0.0917
Si  0.3399  0.1924  -0.0255
Si  -0.0078  -0.1793  0.1358
Si  -0.0173  0.0254  -0.3219
Si  -0.0392  -0.136  -0.2242
Si  -0.023  -0.0565  0.1133
Si  0.0369  -0.1462  -0.0098
Si  -0.007  -0.059  -0.1051
Si  0.1314  -0.2028  -0.2619
Si  0.1305  -0.174  -0.1818
Si  -0.3056  0.0914  -0.3247
Si  0.1692  0.0473  -0.0505
Si  -0.0681  0.0039  0.1124
Si  -0.0509  -0.1899  0.3313
Si  -0.0237  0.4539  -0.3305
Si  -0.5863  -0.1817  -0.1784
Si  0.1586  -0.0247  -0.3606
Si  0.238  0.2961  0.1474
Si  0.0124  -0.075  -0.0259
Si  -0.072  -0.0214  0.0913
Si  -0.0273  0.105  0.0099
Si  -0.0995  0.1123  0.1052
Si  0.0915  -0.2121  0.1344
Si  -0.106  0.341  0.0944
Si  0.2482  -0.2533  0.384
Si  -0.2656  0.1442  -0.0389
Si  0.0647  -0.3783  -0.3786
Si  -0.2982  -0.257  0.0772
Si  -0.0179  0.1065  0.1665
Si  0.1343  -0.0628  -0.2852
Si  -0.0187  -0.0565  0.5618
Si  0.3222  -0.0122  -0.5314
Si  0.1293  -0.422  0.3543
Si  -0.0925  -0.0702  -0.1443
Si  0.1788  0.053  0.163
Si  0.0662  0.1928  0.3223
Si  -0.2346  0.231  0.8665
Si  0.0861  0.0958  0.0115
Si  0.1934  0.0298  0.2521
Si  0.2974  0.215  0.1568
Si  -0.033  0.1354  0.1243
Si  -0.0245  0.0778  0.1338
Si  -0.0521  -0.1496  0.3694
Si  -0.0362  -0.0098  0.2304
Si  0.3713  -0.1547  -0.1014
Si  0.1417  -0.1957  -0.0219
Si  0.096  0.0351  0.3602
Si  -0.2492  0.12  -0.0869
Si  -0.0428  0.031  -0.1427
Si  0.0193  0.2102  0.1814
Si  0.1046  0.2744  -0.2039
Si  0.0075  0.6749  -0.5303
Si  -0.1117  -0.1924  0.0778
Si  -0.0127  -0.0416  0.0709
Si  0.1268  -0.01  0.024
Si  0.08  0.1475  -0.1397
O  -0.1273  0.1415  0.2035
O  -0.0732  0.2058  0.1619
O  0.0663  -0.1272  -0.0482
O  -0.1425  -0.0985  0.1936
O  0.1251  -0.2217  0.1948
O  -0.2159  -0.2073  0.5205
O  -0.366  -0.0403  -0.1317
O  0.1875  -0.1847  0.137
O  -0.0634  0.0629  0.1618
O  0.0212  -0.1658  0.1547
O  -0.0053  0.0721  0.4933
O  0.1002  0.2324  0.471
O  0.0809  -0.098  0.1279
O  -0.0152  0.4675  0.5739
O  -0.1932  -0.1753  -0.0221
O  -0.1051  0.474  -0.0509
O  -0.0795  0.0147  -0.0845
O  -0.0144  0.1354  -0.106
O  0.2641  0.0704  -0.2847
O  -0.3505  -0.1518  0.1729
O  0.2972  -0.0377  -0.0168
O  -0.0342  -0.1525  -0.0075
O  0.1802  -0.1118  0.1607
O  0.0551  -0.0961  0.0266
O  -0.0632  0.0488  0.0865
O  0.1093  0.0439  0.0635
O  -0.027  0.066  0.0318
O  0.0583  -0.1155  0.1836
O  0.1886  -0.067  -0.0249
O  0.3476  -0.181  0.025
O  -0.1351  0.2085  0.0527
O  -0.1956  0.0667  0.0984
O  0.0209  -0.1082  -0.0779
O  0.039  0.0408  0.113
O  -0.0526  -0.0848  -0.109
O  -0.0263  0.1572  -0.0107
O  0.0403  0.1104  -0.1516
O  -0.1559  0.0681  0.0075
O  -0.0413  -0.0352  0.0682
O  0.2163  0.2357  -0.1096
O  0.2967  -0.0253  -0.0452
O  -0.0488  -0.0536  -0.2502
O  -0.0529  -0.0171  0.0207
O  0.1039  -0.0491  0.0646
O  -0.0229  0.0462  -0.0601
O  -0.1091  -0.1923  -0.3067
O  -0.0091  0.0239  -0.2659
O  0.0513  -0.1451  0.1042
O  0.0323  0.0051  -0.2968
O  0.007  0.0352  -0.3329
O  -0.0465  0.0206  -0.1514
O  -0.0573  -0.1108  0.0403
O  -0.019  0.0505  -0.0141
O  0.0478  0.0286  0.0184
O  -0.1623  -0.0047  0.2273
O  0.0293  -0.0615  0.0298
O  -0.1786  -0.0878  -0.2279
O  -0.0248  -0.1676  -0.1492
O  -0.0415  -0.0843  -0.2612
O  0.0328  0.0504  0.1996
O  -0.1265  -0.0768  -0.0579
O  0.1657  -0.0234  0.0526
O  -0.1448  0.0432  -0.1443
O  -0.0795  -0.2114  0.0448
O  -0.1282  0.0089  -0.1304
O  0.0024  -0.0304  0.0402
O  0.0526  0.0165  0.1348
O  0.0278  0.0813  -0.0055
O  0.123  -0.0952  -0.2032
O  -0.048  -0.0538  0.1328
O  0.051  -0.0485  -0.1352
O  0.0252  0.0585  0.1642
O  0.0185  -0.0854  -0.2104
O  -0.1199  0.1331  0.1094
O  0.1127  0.1119  0.0693
O  0.1088  -0.0242  0.0291
O  -0.1354  -0.0291  0.0131
O  -0.0393  0.0049  -0.0794
O  -0.1024  0.127  0.0575

The program warned: the cutoff lies below the one the program advises for these potential files.
